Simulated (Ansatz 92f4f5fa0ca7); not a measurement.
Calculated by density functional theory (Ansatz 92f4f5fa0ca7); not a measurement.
Periodic cell of 220 atoms, Si132O88, from a study of silicon, its oxide and their interface. The atomic structure is a simulated model.
This geometry differs little from another in the collection (a relaxation step or a small displacement).

Settings
functional: r2SCAN
potential files: Ansatz PAW
basis: plane waves
wave-function cutoff: 800 eV
density cutoff ratio: 5
exchange-correlation grid ratio: 1
k mesh: 1 x 1 x 1, shifted by 0.5 0.5 0 of a step
self-consistency stop: 1e-10 eV per atom in the density residual
occupations: fixed
spin: none
net charge: 0

Cell vectors (angstrom)
a	10.88	0	0
b	0	10.88	0
c	0	0	32.0878

Atoms and the computed forces on them: element, x, y, z (angstrom), force x, y, z (eV/angstrom)
Si	0.4649	-0.8145	-0.2811	-0.0045	-0.0085	0.0161
Si	2.7186	3.3582	-0.097	0.0077	0.0077	-0.002
Si	0.3269	5.3837	-0.281	0.0086	0.0148	-0.0128
Si	2.8332	8.1342	0.2511	-0.0001	0.0005	-0.0124
Si	5.6679	-0.1629	0.0088	0.0118	-0.0081	0.0052
Si	8.2756	2.6119	-0.2985	-0.0058	-0.0005	0.0033
Si	5.143	6.1083	-0.1321	-0.0067	0.0001	-0.0064
Si	7.9202	8.5708	0.0812	-0.0033	0.0072	0.0093
Si	1.6454	1.6363	1.1638	-0.0038	-0.0156	0.0045
Si	4.1874	4.431	1.2875	0.0034	0.0102	-0.0022
Si	1.3655	6.7565	1.3682	-0.0024	-0.0025	-0.0043
Si	4.1772	9.6025	1.4242	0.0049	-0.0009	-0.0005
Si	6.8521	1.4674	1.1961	-0.0007	-0.0028	0.0016
Si	9.6334	4.0961	0.9981	-0.0001	-0.003	0.0032
Si	6.7661	6.9932	1.315	-0.0124	0.0029	-0.011
Si	9.6568	9.5337	1.3015	0.0087	0.0009	-0.0126
Si	0.0875	2.8176	2.5101	0.0037	0.0039	0.0052
Si	2.7948	0.1553	2.6221	0.0021	0.004	-0.0004
Si	0.0065	8.1308	2.6795	-0.0105	0.0045	-0.0021
Si	2.7672	5.5297	2.7609	0.0053	-0.0064	-0.0088
Si	5.4779	2.8497	2.5248	0.0076	-0.0009	0.0029
Si	8.2785	0.1287	2.5716	0.0032	-0.0077	-0.0039
Si	5.4826	8.2532	2.7951	0.005	-0.003	-0.005
Si	8.2135	5.4642	2.4316	0.0042	0.0005	0.005
Si	1.4033	4.1017	3.9941	-0.0026	-0.0001	0.004
Si	4.1596	1.4735	3.9661	0.0008	0.0011	-0.0017
Si	1.394	9.5889	3.9152	0.0066	-0.002	-0.0008
Si	4.101	6.8908	4.0927	0.0026	0.0047	0.004
Si	6.8679	4.1525	3.8794	0.0057	-0.007	-0.0008
Si	9.608	1.4739	3.9265	0.0011	0.0013	-0.0017
Si	6.9187	9.6318	3.99	0.0008	0.0052	0.0066
Si	9.5185	6.7687	3.9603	0.0041	-0.0004	-0.0029
Si	0.0322	0.0386	5.2765	-0.0029	0.0065	0.0015
Si	2.7469	2.7379	5.345	0.0041	0	0.0059
Si	0.0242	5.4524	5.3376	0.0032	0.0045	0.0069
Si	2.7045	8.2497	5.3567	0.0002	0.0066	0.004
Si	5.498	0.0758	5.3273	-0.0005	-0.0021	0.0064
Si	8.1984	2.7891	5.2774	0.0013	0.0073	0.0013
Si	5.4939	5.4554	5.3061	0.0041	0.0002	0.0078
Si	8.1981	8.1796	5.3202	0.0024	-0.0008	0.0046
Si	1.3823	1.3469	6.673	0.0002	-0.0002	0.0007
Si	4.1275	4.0932	6.6665	-0.0018	0.0039	0.0017
Si	1.3736	6.8345	6.6996	0.0006	-0.005	-0.0018
Si	4.0988	9.5659	6.6764	0.0035	0.0023	0.002
Si	6.8469	1.4329	6.67	0.0001	-0.0011	-0.0004
Si	9.5417	4.0999	6.6821	-0.002	-0.0032	-0.0032
Si	6.8282	6.8138	6.6676	-0.0007	-0.0005	-0.0005
Si	9.5654	9.5547	6.6516	-0.0017	-0.0036	0.0007
Si	-0.0019	2.6962	8.0125	0.0037	-0.0001	-0.0032
Si	2.7177	-0.0068	8.0507	0.0014	-0.0022	-0.0024
Si	-0.0252	8.1629	8.0424	-0.0038	-0.0014	-0.0045
Si	2.7761	5.444	8.0209	0.0029	0.0036	-0.0017
Si	5.4449	2.7262	8.0549	-0.0045	-0.0035	-0.0029
Si	8.1995	0.0474	8	0.0042	0.0032	0.0028
Si	5.4302	8.1402	8.0005	-0.0033	0.0035	-0.0012
Si	8.1594	5.4331	8.0355	-0.0011	0.0001	-0.0024
Si	1.4129	4.0234	9.3097	0.0016	0.0039	0.0013
Si	4.0984	1.3196	9.401	-0.0033	0.0014	-0.0013
Si	1.3311	9.5059	9.3895	0.005	-0.0005	-0.006
Si	4.1497	6.7437	9.4328	-0.0015	-0.002	-0.0126
Si	6.7924	4.0856	9.4135	0	0.003	-0.0003
Si	9.4939	1.4143	9.4348	-0.009	0.0032	-0.0069
Si	6.8111	9.5243	9.2635	-0.0019	0.0007	0.0008
Si	9.489	6.7856	9.3981	0.0035	-0.002	-0.0062
Si	-0.0666	-0.0109	10.7358	0.0031	0.0046	-0.0052
Si	2.7166	2.6628	10.7343	-0.0012	-0.0031	0.0028
Si	0.0211	5.3443	10.6221	0.0018	-0.0089	0.004
Si	2.7142	8.1005	10.6686	0.0113	0.0024	0.0078
Si	5.5071	-0.0662	10.6903	0.0072	0.0086	0.0092
Si	8.0859	2.7628	10.8425	0.0138	-0.0031	0.0123
Si	5.522	5.3823	10.8927	-0.0063	0.001	0.0054
Si	8.0288	8.1472	10.6774	0.0021	0.007	-0.0107
Si	1.3095	1.313	12.0819	-0.0022	0.0215	-0.0151
Si	4.1076	3.925	12.1628	0.0013	0.001	-0.0086
Si	1.3702	6.6718	11.9572	0.0008	0.0069	0.0125
Si	4.1513	9.3893	11.9721	0.0086	-0.0182	-0.0199
Si	6.7464	1.2883	12.1808	-0.011	0.0061	-0.0214
Si	9.4945	4.1956	12.1183	-0.0078	0.0021	-0.0202
Si	6.8315	6.8707	12.2967	0.0155	-0.019	-0.0042
Si	9.3582	9.5014	11.9901	-0.0133	0.0117	0.0175
Si	-0.1489	2.6572	13.3626	-0.0047	-0.0131	0.0044
Si	2.8659	-0.0557	13.2216	0.0107	0.0046	0.0654
Si	-0.2907	7.8566	13.0419	0.0022	-0.0187	0.0216
Si	2.8433	5.4482	13.3669	0.0163	-0.0108	0.0021
Si	5.0392	2.2061	13.5798	0.0053	-0.0029	0.0066
Si	7.9969	-0.1545	13.5599	0.0146	-0.0108	-0.0035
Si	4.9954	7.7988	13.56	-0.0097	0.0193	0.0238
Si	8.8711	6.191	13.3873	-0.0021	0.0016	0.0229
Si	0.8147	3.9034	15.0262	-0.0004	0.0104	-0.0047
Si	5.8996	1.9296	15.7666	0.0001	-0.0113	-0.0258
Si	0.8035	9.1784	14.6461	0.0293	0.0031	0.011
Si	5.385	8.4545	15.8125	0.0118	0.0192	0.0007
Si	7.7701	4.4046	16.695	0.0198	0.0715	-0.079
Si	9.7779	0.883	14.6463	-0.021	0.0195	-0.0129
Si	6.6483	10.4945	15.5858	-0.0247	-0.015	-0.0169
Si	9.3612	5.9277	15.7062	-0.0525	-0.0223	0.0172
Si	1.0307	-1.6291	22.4368	-0.0043	-0.0006	-0.0023
Si	10.4427	7.9743	17.0073	0.0107	-0.0148	-0.0101
Si	-5.1261	8.1997	23.527	-0.0008	-0.0006	-0.0028
Si	1.5935	13.203	17.4375	-0.0013	0.0111	0.0109
Si	-1.233	4.3839	19.2987	-0.0036	0.0261	0.0017
Si	8.9602	10.8034	17.3188	0.0077	-0.0113	0.0163
Si	4.0774	-1.5784	18.3865	-0.0047	-0.0091	0
Si	10.2384	12.3848	19.5978	0.005	-0.0036	-0.0268
Si	1.5814	5.1701	20.2704	-0.0012	0.0032	-0.0041
Si	3.9593	10.3523	23.302	-0.0026	-0.0009	-0.0045
Si	4.3506	1.3994	17.6002	-0.0073	-0.006	0.0074
Si	11.5861	10.5157	26.2445	-0.0001	0.0013	0.0023
Si	6.0021	5.7395	17.4034	0.0204	-0.0045	-0.0011
Si	6.649	11.3304	21.7025	0.0019	0.0043	0.0033
Si	7.9984	7.9263	25.4532	0.0072	-0.0002	0.004
Si	14.533	4.0838	18.4797	-0.0092	0.0094	-0.0059
Si	1.3519	8.1575	19.6023	-0.0096	-0.0004	-0.0166
Si	5.6769	5.8969	25.2009	-0.0058	0.0055	-0.0077
Si	7.294	5.9237	20.3004	0.0048	-0.0038	-0.0027
Si	0.3913	7.7943	24.9222	0.0074	-0.0029	0.0028
Si	5.4095	14.0318	27.7559	-0.0027	-0.0003	-0.0018
Si	6.8899	3.4437	22.0756	0.0038	0.0008	-0.0048
Si	12.1254	14.9522	23.2309	0.001	0.0031	-0.006
Si	9.716	11.4218	22.5021	-0.0015	0.0115	-0.0006
Si	6.172	8.6813	20.556	-0.0032	-0.0122	-0.0144
Si	9.2758	3.2741	23.7765	0.0033	-0.0042	-0.0127
Si	17.4467	3.7096	25.0331	0.0146	-0.006	-0.0029
Si	13.3884	16.4547	25.5367	-0.0021	-0.0001	-0.0074
Si	2.1929	1.6276	24.596	-0.0098	0.0035	-0.0036
Si	4.0931	1.5478	29.9475	-0.0061	-0.0056	-0.0078
Si	1.4251	12.2611	28.4863	0.0053	-0.0049	-0.0047
Si	7.0303	4.8224	29.7957	0.0031	0.0038	0.0062
Si	13.4744	3.6683	26.8842	0.0094	-0.0056	-0.0109
Si	-1.2071	11.3499	29.785	0.005	-0.0045	-0.0047
Si	9.0874	9.3732	27.7894	0.0054	-0.0029	0.0031
Si	9.3057	6.957	29.7862	-0.0042	0.0085	-0.0014
O	-13.1432	10.5378	-3.2478	-0.0023	0.0031	0.0043
O	8.4592	3.6502	-9.6574	-0.0037	0.0006	0.0115
O	1.524	4.3244	-0.7481	-0.0065	-0.0001	0.0067
O	-0.275	6.2267	-1.5889	0.0044	-0.0088	0.0019
O	-2.337	7.8422	-1.2125	0.0086	-0.0081	0.0083
O	1.7311	9.0665	-0.5791	0.0005	0.0017	-0.004
O	-0.3654	10.1239	-1.6612	-0.0006	0.004	-0.0008
O	4.835	0.4092	-1.2733	-0.0028	0.0039	0.004
O	6.8391	-1.2041	-0.4905	-0.0123	0.0033	-0.0131
O	6.4756	4.1488	-3.646	-0.0045	-0.0017	-0.0077
O	7.4989	3.6311	-1.304	-0.0005	-0.0048	-0.0044
O	5.8424	5.6336	-1.5363	0.0039	-0.0007	0.0102
O	3.924	7.1593	-0.5563	-0.0017	-0.0002	0.0007
O	11.8322	11.5841	-0.0001	0.0059	0.0083	-0.0072
O	4.6251	20.0413	-7.8832	-0.0028	-0.0025	0.0046
O	-0.2501	4.1691	23.9027	-0.0014	0.0025	0.0034
O	0.2029	-3.0737	18.4997	0.0143	0.0102	0.0138
O	2.3112	3.7523	17.659	0.0008	-0.0043	-0.0075
O	4.4793	5.176	17.6113	-0.0166	-0.0009	-0.0013
O	0.0438	10.6039	14.7043	-0.0101	0.0144	-0.0306
O	9.5322	9.3143	17.0581	-0.0041	-0.0165	0.0002
O	2.236	4.6378	14.6694	0.0048	-0.0016	-0.0101
O	8.8743	4.171	17.8927	0.0078	-0.0205	0.0137
O	4.4838	2.6833	18.6294	0.01	-0.0131	0.006
O	6.0728	7.1109	16.5077	-0.0017	0.0017	-0.007
O	9.4642	1.0425	16.2546	0.013	0.0296	-0.0027
O	11.6774	2.6534	16.085	0.0006	-0.0226	-0.0009
O	7.3798	10.6134	17.0839	-0.0223	0.0107	0.0331
O	3.8793	11.9256	13.9147	-0.0109	-0.0065	0.0041
O	11.7166	8.3668	16.0539	0.0053	-0.0028	-0.0026
O	14.7835	6.5882	13.8751	-0.0086	0.0035	-0.0077
O	2.3182	-1.1859	14.3022	0.0076	-0.0118	-0.0223
O	0.7608	-1.883	20.8552	-0.0041	0.0038	0.0078
O	0.3331	15.6992	19.2632	0.0136	0.0056	-0.0004
O	4.5408	10.8695	18.4032	0.0001	0.0063	0.0037
O	-1.5801	0.4647	18.7918	-0.0021	0.0032	-0.0076
O	10.7841	5.0935	15.6366	-0.0061	0.0064	-0.0007
O	1.8366	-4.1224	20.2392	-0.0017	0.0074	0.0011
O	0.696	12.6575	18.6845	0.0055	-0.0023	-0.0065
O	13.463	8.9988	18.9435	0.0036	0.0013	-0.0005
O	12.6127	13.4018	23.319	0.0036	0.0008	0.0034
O	6.517	5.9503	18.9085	-0.005	0.0031	0.0147
O	18.1863	7.5111	20.666	-0.0007	0.0071	0.0046
O	19.7238	16.3715	20.1517	-0.0099	0.0012	0.0023
O	10.7064	-0.6552	22.9889	-0.002	-0.0028	0.0038
O	2.7856	1.2745	17.1193	0.0102	-0.006	-0.0069
O	1.167	4.5738	21.7069	-0.0049	-0.0035	0.0032
O	3.053	4.5648	19.8992	0.0012	-0.0015	0.0017
O	7.1846	2.9457	16.148	-0.0087	-0.0098	-0.0109
O	14.2728	11.5101	24.248	0.004	-0.002	0.0055
O	9.7446	12.6155	23.6015	-0.0019	0.0021	-0.0029
O	17.5749	10.2193	20.5016	-0.0004	0.0086	-0.0019
O	4.1487	8.7845	16.8451	-0.0016	0.003	0.0063
O	0.7783	7.8962	23.3334	-0.0008	-0.0033	-0.0051
O	6.5341	4.8013	21.2323	-0.0039	-0.0021	-0.0027
O	-5.333	17.4939	23.7382	0.0009	-0.0062	0.0011
O	6.9798	6.6936	25.882	-0.0011	0.0053	0.0046
O	-0.1008	12.262	29.0305	0	-0.0005	0.0039
O	-5.4521	8.4612	21.9672	-0.0037	0.0001	0.0024
O	5.1461	8.4932	19.3176	0.001	0.0061	0.0001
O	12.4603	2.8945	27.8968	-0.0021	0.0006	0.006
O	11.7714	11.7127	25.1629	0.0025	0.0051	-0.0027
O	13.7336	13.4651	25.7042	0.0024	0.002	0.0073
O	-8.5585	4.9834	24.0203	-0.0028	0.0046	0.0026
O	2.5889	-1.0841	22.5482	0.0014	-0.0013	-0.0015
O	9.6224	7.9908	28.5431	-0.0009	0.0027	-0.0019
O	9.5392	13.7921	19.926	-0.0085	-0.0026	0.0348
O	3.7881	2.8834	30.8249	-0.0014	0.0065	0.0037
O	1.09	9.1211	25.5554	0.0009	-0.0016	0.001
O	-2.9387	8.9183	26.7399	-0.0062	-0.0009	-0.0061
O	10.1387	10.2017	26.8717	-0.0014	-0.0003	0.0011
O	7.2517	8.5482	24.1225	0.0046	0.0005	-0.0013
O	5.9966	2.7913	26.2694	-0.0038	-0.0072	-0.0024
O	18.9926	0.1941	22.4138	-0.0082	-0.0017	0.0013
O	5.2319	11.0512	22.4942	-0.0026	-0.0001	0.0024
O	10.4227	11.7835	21.0774	0.0076	-0.013	0.0144
O	1.6398	11.0248	27.4579	0.0032	0.0016	0.0045
O	5.0887	12.7435	28.6956	0.0011	0.001	0.0036
O	2.6064	11.9421	29.542	0.0053	0.0013	-0.0041
O	17.5087	2.0379	21.2743	-0.0029	-0.0064	0.0006
O	8.2708	5.774	29.3616	0.0025	-0.0045	0.0023
O	12.1388	6.6221	25.6556	-0.0015	0.0019	-0.0005
O	14.9747	16.9446	25.7286	-0.0045	0.0001	0.0034
O	6.0971	14.1707	23.5053	-0.0094	0.0018	0.0019
O	9.6236	7.6389	25.1563	-0.0093	-0.0022	0.0033
O	-1.945	12.2953	30.8701	-0.0028	0.0061	0.0045
O	4.0023	3.9303	27.6476	-0.0011	0	0.0025
O	8.2205	3.5521	25.0019	-0.0072	-0.0057	0.0094

Results
free energy: -134612.015 eV
free energy less fixed offsets of O -570.45, Si -639.56 eV per atom: 9.505 eV

The program warned: the cutoff lies below the one the program advises for these potential files; the forces do not sum to zero within the program's tolerance; empty levels may hold ghost states of the PAW files; the exchange-correlation potential is rough where the density is thin.
